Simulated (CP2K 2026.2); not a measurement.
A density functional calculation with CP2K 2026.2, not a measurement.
Periodic cell of 517 atoms, Si360O157, from a study of silicon, its oxide and their interface. The atomic structure is a simulated model.
Doubt: the forces sum to 1.23 eV/angstrom along one axis rather than to zero, so they err by at least 0.0024 eV/angstrom per atom on average; the grid cutoff is modest.

Settings: functional PBE; method Gaussian and plane waves; basis set DZVP-MOLOPT-SR-GTH; pseudopotentials GTH-PBE; grid cutoff 350 Ry, relative cutoff 50 Ry; k points Gamma only; occupations fixed; spin none; net charge 0.

Cell vectors (angstrom)
a 16.32 0 0
b 0 16.32 0
c 5.4654 5.9089 34.5145

Atoms and the computed forces on them: element, x, y, z (angstrom), force x, y, z (eV/angstrom)
Si 14.46 15.513 1.535 -0.068 0.058 0.023
Si 0.925 1.879 1.442 -0.004 0.029 -0.038
Si 15.54 3.621 1.417 0.087 -0.259 0.567
Si 1.198 6.821 1.327 0.263 -0.114 0.753
Si 15.099 8.867 0.878 -0.471 -0.266 0.348
Si 1.983 11.722 1.461 0.092 -0.077 0.037
Si 4.461 14.53 1.535 0.039 -0.002 -0.024
Si 6.237 1.872 1.552 -0.005 -0.073 0.021
Si 4.512 3.578 1.611 -0.033 -0.016 0.047
Si 7.324 6.364 1.701 0.015 -0.037 -0.007
Si 3.701 9.912 1.501 -0.355 0.259 0.485
Si 6.155 12.77 1.418 -0.054 0.254 0.565
Si 9.981 14.433 1.466 -0.016 0.027 -0.011
Si 12.75 0.897 1.44 0.167 -0.206 0.621
Si 8.941 4.583 1.638 -0.129 0.16 0.601
Si 11.597 7.312 1.426 -0.008 0.028 -0.037
Si 9.99 9.069 1.609 0.02 -0.016 0.041
Si 11.756 12.764 1.439 0.048 -0.012 0.047
Si 16.279 16.43 2.697 0.064 -0.049 -0.051
Si 2.69 2.7 2.806 -0.011 -0.011 -0.023
Si 16.39 5.347 2.759 -0.017 0.012 -0.03
Si 2.666 8.144 2.667 -0.026 -0.018 -0.018
Si 16.463 10.944 2.676 0.325 0.259 0.486
Si 2.809 13.486 2.812 0.023 -0.013 0.047
Si 5.403 16.322 2.736 -0.018 -0.006 -0.041
Si 8.035 2.766 2.787 -0.004 0.026 -0.074
Si 5.487 5.379 2.781 0.05 0.024 -0.034
Si 8.27 8.124 2.916 0.029 -0.034 -0.048
Si 5.365 10.979 2.766 0.01 -0.017 -0.014
Si 8.101 13.569 2.632 -0.068 -0.005 -0.029
Si 10.933 16.262 2.646 0.007 0.012 -0.081
Si 13.704 2.69 2.644 -0.01 0.01 -0.077
Si 10.78 5.526 2.747 -0.019 -0.036 -0.046
Si 13.537 8.109 2.506 0.037 -0.019 -0.008
Si 10.922 10.922 2.707 0.014 0.016 -0.014
Si 13.506 13.713 2.737 0.024 0.028 -0.01
Si 14.981 1.409 4.169 0.026 -0.037 -0.049
Si 1.44 4.116 4.191 0.012 -0.016 -0.028
Si 14.883 6.739 3.958 0.034 0.02 -0.007
Si 1.286 9.435 4.101 0.019 0.066 -0.104
Si 14.995 12.313 3.964 0.012 -0.049 -0.028
Si 1.345 14.955 3.972 0.009 0.006 -0.004
Si 3.99 1.266 4.135 0.014 0.009 -0.013
Si 6.77 4.075 4.26 -0.012 0.043 -0.048
Si 4.086 6.816 4.021 -0.043 -0.011 -0.026
Si 6.794 9.56 4.041 -0.042 0.041 0.013
Si 4.079 12.214 4.28 -0.036 -0.013 0.003
Si 6.857 15.006 4.062 -0.009 -0.029 -0.043
Si 9.52 1.346 3.96 0 -0.052 -0.015
Si 12.25 4.084 3.932 0.042 0.019 -0.008
Si 9.578 6.806 4.31 -0.01 0.019 -0.062
Si 12.392 9.599 4.003 -0.031 -0.02 -0.062
Si 9.423 12.18 4.048 0.018 -0.006 -0.048
Si 12.194 14.988 4.189 0.025 0.017 -0.051
Si 13.596 16.35 5.489 -0.002 0.012 0.002
Si 16.355 2.751 5.502 -0.006 -0.006 -0.014
Si 13.572 5.411 5.378 0.007 0.009 0.018
Si 16.233 8.086 5.409 -0.011 -0.018 -0.026
Si 13.692 10.932 5.392 0.011 0.031 0.037
Si 16.314 13.634 5.383 0.005 0.023 0.03
Si 2.66 16.246 5.466 -0.01 -0.043 0.05
Si 5.373 2.664 5.488 0.003 0.009 -0.026
Si 2.776 5.495 5.486 0.003 0.015 0.013
Si 5.439 8.175 5.396 0.001 -0.017 0.015
Si 2.66 10.809 5.492 0.002 0.004 -0.046
Si 5.493 13.637 5.477 0.006 -0.001 -0.034
Si 8.204 16.341 5.423 0.002 0.016 0.016
Si 10.888 2.72 5.326 -0.022 0.018 0.014
Si 8.166 5.432 5.57 -0.005 0 0.017
Si 11.008 8.243 5.45 0.027 -0.025 -0.032
Si 8.138 10.859 5.47 0 -0.019 0.03
Si 10.806 13.565 5.426 -0.01 0.035 -0.027
Si 14.965 14.964 6.797 0.037 -0.029 0.007
Si 1.353 1.338 6.828 0.03 -0.028 0.013
Si 14.946 4.104 6.796 -0.005 0.016 0.011
Si 1.333 6.805 6.798 -0.002 -0.011 0
Si 14.967 9.52 6.783 -0.011 0.002 0.003
Si 1.324 12.243 6.785 -0.014 0.039 -0.016
Si 4.08 14.944 6.822 -0.025 0.024 0.01
Si 6.805 1.341 6.798 0.002 -0.013 0.007
Si 4.078 4.079 6.838 0 0.001 0.006
Si 6.779 6.83 6.822 -0.018 0.027 0.006
Si 4.07 9.485 6.814 -0.006 -0.008 -0.01
Si 6.815 12.248 6.83 0.005 -0.006 0.005
Si 9.51 14.954 6.806 -0.002 -0.003 0.012
Si 12.215 1.399 6.786 -0.007 0.009 -0.004
Si 9.561 4.034 6.805 0.012 -0.014 -0.008
Si 12.285 6.805 6.79 0.007 -0.003 0.005
Si 9.558 9.529 6.797 -0.022 0.007 0.006
Si 12.243 12.233 6.748 0.015 -0.008 -0.007
Si 16.313 16.309 8.178 -0.01 0.009 0.01
Si 2.713 2.712 8.176 -0.007 -0.002 0.015
Si 16.31 5.445 8.167 0.017 -0.005 0.005
Si 2.7 8.147 8.173 -0.01 0.007 -0.002
Si 16.309 10.879 8.16 0.016 -0.005 0.003
Si 2.71 13.578 8.157 0.019 -0.018 0.008
Si 5.442 16.316 8.168 -0.001 -0.007 0.009
Si 8.17 2.698 8.158 0.001 0.003 0.009
Si 5.443 5.443 8.179 -0.002 0 0.022
Si 8.176 8.173 8.153 0.014 -0.012 0.02
Si 5.43 10.876 8.155 -0.01 0.021 -0.006
Si 8.164 13.607 8.187 -0.006 0.003 0.011
Si 10.876 16.327 8.147 0.003 -0.005 0.007
Si 13.587 2.74 8.153 0 0.001 0.009
Si 10.904 5.438 8.14 -0.001 0.014 0.004
Si 13.619 8.165 8.162 0.012 -0.007 0.011
Si 10.902 10.893 8.153 -0.003 0.009 0.007
Si 13.592 13.592 8.132 -0.019 0.018 0.002
Si 14.973 17.698 14.948 -0.011 0.011 0.003
Si 17.702 4.071 15.006 0.01 -0.007 0.009
Si 14.974 6.774 14.947 -0.008 0.005 -0.018
Si 17.692 9.501 14.967 -0.014 0.01 -0.008
Si 14.964 12.264 14.954 0.021 -0.021 -0.002
Si 17.689 14.999 14.952 0.01 -0.006 -0.003
Si 4.075 17.698 15.007 0.011 -0.004 -0.001
Si 6.79 4.079 14.962 -0.002 -0.004 -0.008
Si 4.061 6.791 14.959 0.004 0.006 -0.002
Si 6.78 9.502 14.935 0.004 -0.016 0.006
Si 4.096 12.239 14.933 -0.029 0 -0.006
Si 6.796 14.972 14.969 -0.014 0.022 0.005
Si 9.538 17.673 14.956 0.014 -0.015 -0.01
Si 12.258 4.074 14.941 -0.001 0.005 -0.007
Si 9.493 6.778 14.959 -0.001 -0.004 -0.014
Si 12.207 9.51 14.945 -0.002 0.008 -0.008
Si 9.502 12.224 14.931 0.005 -0.011 0.001
Si 12.258 14.985 14.962 -0.019 0.015 -0.001
Si 13.635 16.353 16.327 0.007 -0.031 -0.014
Si 16.305 19.044 16.352 -0.002 -0.02 -0.007
Si 13.632 5.406 16.309 0.011 -0.002 -0.019
Si 16.345 8.103 16.314 0.006 0.02 0.001
Si 13.583 10.882 16.266 -0.012 0.004 -0.009
Si 16.309 13.671 16.299 -0.02 0.02 -0.006
Si 2.705 16.341 16.366 -0.029 -0.03 0.001
Si 5.448 19.065 16.364 -0.005 0.004 -0.013
Si 2.767 5.417 16.373 0.007 0.003 0.028
Si 5.391 8.175 16.303 -0.008 0.023 0.014
Si 2.766 10.864 16.295 0.026 -0.014 0.004
Si 5.419 13.61 16.314 0.008 0.006 0.005
Si 8.171 16.331 16.323 0.031 -0.003 0.019
Si 10.893 19.052 16.297 -0.034 0.001 0.014
Si 8.139 5.417 16.338 0.023 -0.012 -0.004
Si 10.849 8.135 16.31 0.001 0.003 -0.004
Si 8.13 10.862 16.286 0.012 0.026 -0.011
Si 10.873 13.594 16.261 0 0.008 -0.02
Si 14.981 15.018 17.738 0.021 0.019 -0.006
Si 17.597 17.647 17.737 0.003 -0.018 -0.009
Si 15.016 4.128 17.739 0.036 0.045 0.015
Si 17.738 6.788 17.723 -0.028 0.001 -0.002
Si 14.896 9.446 17.574 -0.001 0.004 -0.036
Si 17.722 12.291 17.538 0.011 0.018 -0.046
Si 4.116 15.008 17.704 -0.045 0.002 -0.012
Si 6.877 17.755 17.693 0.016 0.006 -0.051
Si 4.106 4.062 17.796 0.003 0.024 -0.016
Si 6.722 6.791 17.628 -0.014 -0.037 0.006
Si 4.084 9.524 17.746 0.009 -0.01 -0.009
Si 6.736 12.189 17.645 -0.006 -0.026 -0.019
Si 9.49 14.89 17.637 -0.02 -0.035 -0.008
Si 12.283 17.74 17.655 -0.001 0.007 0.056
Si 9.519 4.041 17.689 0.007 -0.012 -0.068
Si 12.203 6.711 17.617 -0.044 0.018 -0.036
Si 9.503 9.535 17.649 0.003 0.009 0.065
Si 12.272 12.295 17.619 0.018 0.016 -0.026
Si 16.282 16.336 19.236 -0.007 0.009 0.022
Si 18.974 18.982 19.055 0.025 0.038 0.016
Si 16.435 5.447 19.143 -0.024 -0.057 -0.013
Si 19.057 8.155 19.123 0.021 -0.011 -0.01
Si 16.307 10.892 18.723 0.001 -0.009 -0.001
Si 19.031 13.614 18.984 0.009 -0.024 0.021
Si 5.571 16.378 19.02 -0.051 -0.043 0.063
Si 8.22 19.051 19.161 0.02 0.02 0.026
Si 5.481 5.466 19.154 0.022 -0.026 0.004
Si 8.051 8.178 18.938 -0.004 -0.037 0.024
Si 5.426 10.897 19.134 -0.017 0.013 0.012
Si 8.103 13.487 18.992 0.045 0.017 0.052
Si 10.904 16.286 18.868 0.022 0.035 0.003
Si 13.625 19.123 19.08 -0.054 0.01 0.108
Si 10.865 5.391 19.042 0.046 0.009 0.034
Si 13.535 8.053 18.945 0.01 0.028 0.043
Si 10.923 10.929 18.927 -0.035 -0.039 0.035
Si 13.599 13.648 19.042 -0.034 0.012 -0.03
Si 14.873 17.77 20.565 0.053 0.02 0.03
Si 17.764 4.015 20.574 -0.002 0.028 0.043
Si 15.017 6.892 20.363 0.037 0.028 -0.002
Si 15.77 8.835 21.451 -0.158 0.12 -0.62
Si 15.014 12.172 20.163 0.003 0.016 0.073
Si 17.694 14.863 20.491 -0.027 -0.014 0.072
Si 4.037 17.597 20.325 -0.252 -0.414 -0.382
Si 7.195 4.452 20.482 -0.129 -0.099 -0.74
Si 4.111 6.81 20.548 -0.032 0.009 0.101
Si 6.788 9.491 20.464 -0.037 -0.018 0.048
Si 4.014 12.285 20.446 -0.018 -0.021 0.096
Si 6.83 14.905 20.38 0.018 0.019 0.01
Si 9.58 17.505 20.341 -0.027 -0.067 0.026
Si 12.107 3.985 20.499 -0.195 -0.335 -0.423
Si 9.342 6.726 20.232 0.291 0.357 -0.185
Si 12.163 9.448 20.24 0.025 -0.041 -0.012
Si 9.513 12.148 20.349 -0.007 0.03 -0.026
Si 12.2 15.026 20.353 -0.015 -0.024 0.045
Si 13.045 16.771 21.726 0.016 0.007 0.064
Si 16.098 19.332 21.928 0.094 -0.225 -0.719
Si 9.832 5.701 24.595 -0.138 0.085 -0.055
Si 17.578 9.641 20.203 0.069 -0.012 0.067
Si 13.976 10.47 21.355 0.152 -0.358 -0.559
Si 16.699 12.994 21.583 0.289 -0.105 -0.599
Si 19.605 15.763 21.578 0.095 -0.281 -0.58
Si 4.479 4.569 24.457 -0.098 0.128 -0.141
Si 17.268 7.461 23.602 -0.006 0.063 0.009
Si 5.434 8.203 21.931 -0.021 0.039 -0.767
Si 18.46 11.331 21.544 -0.069 0.265 -0.697
Si 5.025 14.056 21.638 -0.233 0.097 -0.648
Si 8.726 15.666 21.569 0.112 -0.123 -0.626
Si 11.261 18.434 21.676 0.08 0.057 -0.005
Si 10.22 19.112 23.675 0.351 -0.245 -0.462
Si 10.333 8.528 21.465 -0.01 -0.007 -0.081
Si 8.674 10.307 21.613 0.008 0.06 0.066
Si 10.458 13.964 21.501 -0.276 0.171 -0.564
Si 10.692 12.805 24.377 -0.036 -0.095 -0.148
Si 20.492 12.202 30.803 -0.031 0.029 0.03
Si 17.722 16.715 26.682 0.058 -0.004 -0.01
Si 19 5.531 21.941 0.191 -0.227 -0.753
Si 14.169 5.563 22.079 0.223 0.231 -0.471
Si 16.037 14.258 24.28 -0.045 -0.073 -0.085
Si 18.883 15.476 24.4 0.101 0.01 -0.053
Si 7.507 8.701 28.914 0.018 0.03 -0.069
Si 4.954 13.769 24.71 0.056 0.019 -0.095
Si 19.902 4.825 27.449 0.024 -0.116 0.036
Si 7.017 11.569 30.204 0.144 0.026 0.045
Si 19.492 9.526 23.824 -0.014 -0.015 -0.272
Si 8.718 10.518 23.972 0.069 -0.191 -0.725
Si 13.699 16.421 23.964 -0.113 0.02 -0.678
Si 6.905 9.319 26.113 0.117 0.024 -0.14
Si 10.306 7.675 29.264 0.058 -0.065 -0.027
Si 10.895 8.443 23.711 -0.23 0.138 -0.59
Si 12.944 10.697 24.178 -0.15 0.01 -0.102
Si 16.491 14.789 31.742 0.014 -0.076 0.036
Si 10.096 14.28 33.371 -0.017 -0.04 0.186
Si 15.056 20.365 33.663 0.239 -0.086 0.647
Si 13.877 10.591 30.622 -0.045 0.082 0.025
Si 12.644 19.172 28.034 -0.118 0.079 -0.075
Si 6.818 16.841 31.752 -0.042 -0.108 0.072
Si 18.684 11.727 28.33 -0.046 -0.076 0.025
Si 13.064 18.089 33.39 -0.078 0 0.015
Si 17.677 18.893 33.64 -0.19 -0.073 0.655
Si 6.408 18.734 34.184 0.289 -0.446 0.469
Si 20.312 20.397 34.023 -0.09 0.351 0.542
Si 6.854 15.829 26.192 -0.043 -0.045 -0.072
Si 16.55 13.866 27.25 0.031 0.024 -0.017
Si 5.719 6.175 29.265 0.02 -0.01 0.039
Si 12.276 9.81 28.432 0.085 0.122 0.184
Si 11.509 17.236 25.883 -0.028 -0.057 -0.113
Si 6.786 6.753 24.337 0.084 0.078 -0.094
Si 9.57 9.548 33.836 0.153 -0.175 0.646
Si 11.795 17.939 30.718 -0.035 -0.103 -0.07
Si 17.47 12.633 33.703 -0.253 0.221 0.614
Si 9.277 13.544 29.352 -0.013 -0.038 -0.06
Si 12.758 13.128 34.071 0.1 -0.308 0.638
Si 11.836 7.665 33.731 0.024 0.1 0.749
Si 4.511 11.084 26.168 -0.04 0.069 -0.12
Si 18.421 7.86 33.024 0.075 -0.096 0.11
Si 6.03 17.529 28.728 0.043 0.102 0.049
Si 14.883 10.977 33.259 -0.099 -0.008 0.23
Si 15.869 18.434 24.778 0.036 0.024 -0.1
Si 14.685 13.248 29.582 -0.047 -0.037 0.105
Si 17.24 6.297 28.011 -0.083 0.063 0.056
Si 20.762 15.04 32.321 0.042 0.016 0.126
Si 8.093 12.057 33.123 -0.027 0.008 0.127
Si 5.684 19.042 22.489 0.042 0.057 -0.12
Si 11.978 12.371 29.821 0.001 -0.019 -0.058
Si 14.354 9.481 26.29 0.092 -0.018 0.113
Si 7.71 20.108 29.124 -0.024 -0.068 0.039
Si 7.706 17.35 23.732 0.157 -0.193 -0.082
Si 14.563 15.593 34.097 0.293 -0.273 0.507
Si 10.228 4.936 27.649 0.028 0.039 0.102
Si 19.328 18.356 28.777 0.063 -0.026 0.015
Si 19.715 10.62 33.295 0.066 -0.069 0.105
Si 14.814 6.662 24.869 0.072 -0.086 -0.191
Si 9.747 14.799 26.553 0.014 0.087 0.005
Si 8.563 20.863 34.193 0.384 -0.089 0.547
Si 9.619 20.012 31.405 -0.132 0.013 -0.069
Si 18.529 16.951 31.375 -0.059 0.006 0.006
Si 16.444 7.499 30.569 0.096 -0.002 -0.03
Si 16.731 9.239 28.191 0.03 -0.108 -0.015
Si 11.266 6.118 31.497 -0.045 -0.106 0.045
Si 9.627 15.945 31.035 0.02 0.036 -0.015
Si 15.024 20.742 26.717 -0.056 -0.079 0.031
Si 7.319 7.387 33.829 -0.443 0.122 0.643
Si 21.155 6.39 32.205 -0.004 -0.006 0.149
Si 14.005 6.454 32.081 -0.098 -0.004 0.132
Si 14.948 17.685 9.511 0 -0.019 0.003
Si 17.669 4.075 9.52 -0.03 -0.01 0.002
Si 14.969 6.814 9.533 0.01 0.031 -0.001
Si 17.676 9.527 9.526 0.023 0.023 0.01
Si 14.942 12.237 9.513 -0.011 -0.019 -0.008
Si 17.684 14.952 9.525 0.003 0.011 -0.009
Si 4.09 17.684 9.528 0.023 0.015 0.003
Si 6.816 4.075 9.517 0.022 0.016 0.008
Si 4.065 6.787 9.528 -0.026 -0.014 -0.003
Si 6.806 9.527 9.51 0.007 0.011 -0.007
Si 4.071 12.229 9.524 -0.016 -0.01 0.011
Si 6.793 14.96 9.536 -0.01 -0.024 0.005
Si 9.515 17.666 9.528 -0.017 -0.004 -0.002
Si 12.248 4.095 9.529 0.01 0.008 -0.003
Si 9.526 6.788 9.501 -0.009 -0.021 0.009
Si 12.244 9.518 9.517 -0.017 -0.022 0.002
Si 9.54 12.245 9.52 0.018 0.019 0.003
Si 12.244 14.962 9.499 0.018 0.005 0.004
Si 13.601 16.317 10.867 -0.012 0.011 -0.003
Si 16.315 2.716 10.874 -0.002 0.017 -0.004
Si 13.61 5.448 10.89 0.006 0.002 0.007
Si 16.321 8.168 10.895 -0.006 -0.02 0.002
Si 13.598 10.878 10.886 0.006 0.005 0.004
Si 16.314 13.594 10.876 0.002 -0.01 -0.001
Si 2.726 16.321 10.881 -0.001 -0.009 0
Si 5.449 2.724 10.886 -0.009 0.001 0
Si 2.713 5.427 10.886 0.005 -0.005 0.006
Si 5.439 8.159 10.864 0.003 -0.001 0
Si 2.717 10.877 10.89 0.002 -0.001 0.003
Si 5.428 13.6 10.883 0.005 0.007 0.003
Si 8.155 16.318 10.896 -0.001 -0.008 0.004
Si 10.877 2.723 10.871 0.005 0.001 -0.001
Si 8.171 5.432 10.875 0.001 0.003 0.005
Si 10.88 8.15 10.866 0.003 0.011 -0.005
Si 8.165 10.884 10.868 0.003 0.004 -0.002
Si 10.889 13.609 10.877 -0.016 -0.002 -0.002
Si 14.965 14.968 12.235 0.001 0.007 0
Si 17.692 17.693 12.234 -0.012 -0.003 -0.01
Si 14.97 4.076 12.24 0.008 -0.012 0
Si 17.675 6.787 12.239 0 0.019 0.002
Si 14.96 9.527 12.257 0.002 0.005 0.002
Si 17.675 12.24 12.243 0.005 -0.012 0
Si 4.077 14.966 12.252 0.004 -0.006 0.003
Si 6.795 17.68 12.256 0.007 0.005 0
Si 4.081 4.077 12.248 -0.001 0.004 0.002
Si 6.793 6.79 12.221 0.011 -0.006 -0.005
Si 4.081 9.51 12.236 -0.016 0.01 0.004
Si 6.806 12.246 12.225 -0.005 -0.002 0.001
Si 9.526 14.96 12.243 0.006 0.002 0.007
Si 12.241 17.679 12.219 0.005 -0.01 0
Si 9.523 4.074 12.246 -0.001 0.003 0.006
Si 12.241 6.803 12.242 -0.015 0.007 0.002
Si 9.507 9.503 12.221 0.001 -0.009 -0.004
Si 12.238 12.243 12.241 -0.003 0.003 0
Si 16.331 16.342 13.585 0.019 0.008 -0.004
Si 2.726 2.723 13.619 0.009 0.001 -0.005
Si 16.34 5.414 13.61 -0.017 -0.005 0.002
Si 2.713 8.146 13.59 0.004 -0.02 0.005
Si 16.33 10.883 13.618 0.01 0.012 0
Si 2.711 13.605 13.602 -0.019 -0.002 0.001
Si 5.426 16.331 13.624 -0.021 -0.013 0.005
Si 8.16 2.715 13.611 -0.011 0.002 0.011
Si 5.438 5.445 13.6 0.014 0.012 -0.01
Si 8.146 8.14 13.586 -0.015 0.004 -0.011
Si 5.449 10.881 13.574 0.023 0.005 -0.001
Si 8.152 13.61 13.596 0.019 0.001 0.004
Si 10.894 16.326 13.589 0.012 0.02 -0.01
Si 13.602 2.712 13.58 -0.013 -0.012 -0.015
Si 10.883 5.441 13.602 0.016 0.001 0.001
Si 13.601 8.156 13.609 0.017 0.007 0.004
Si 10.861 10.866 13.573 -0.026 -0.011 -0.008
Si 13.6 13.611 13.594 -0.002 -0.006 0.007
O 15.554 10.31 1.449 -0.351 0.213 -0.06
O 4.563 18.765 21.374 -0.058 0.466 0.101
O 6.5 7.393 22.872 0.645 0.003 -0.259
O 8.301 5.605 20.894 0.195 0.046 0.205
O 12.705 4.989 21.676 -0.453 0.091 0.041
O 10.842 6.932 24.291 0.368 -0.163 0.136
O 11.106 7.479 30.65 0.305 0.356 0.07
O 19.924 10.161 25.22 -0.274 -0.045 0.15
O 18.999 16.335 25.758 0.56 0.101 0.224
O 16.631 18.708 23.36 0.399 -0.15 0.371
O 15.132 4.273 22.358 -0.148 -0.131 0.134
O 14.069 6.446 23.441 -0.264 0.467 0.168
O 4.442 9.061 22.921 0.06 0.141 0.159
O 16.215 8.543 23.013 -0.056 0.179 0.64
O 13.48 11.184 22.744 -0.13 0.626 0.213
O 16.052 13.173 23.089 -0.192 -0.313 0.278
O 19.489 16.291 23.147 -0.056 0.436 0.049
O 5.062 19.483 23.907 -0.084 -0.542 0.309
O 19.72 5.073 23.344 -0.05 0.043 0.219
O 15.217 13.683 28.132 -0.251 -0.054 -0.313
O 16.132 5.215 27.57 -0.029 -0.073 0.219
O 18.704 10.693 23.037 -0.336 0.066 0.411
O 18.206 17.745 27.8 -0.391 0.315 -0.06
O 6.561 7.876 25.476 -0.133 -0.252 0.139
O 18.939 11.95 33.795 0.344 0.267 0.379
O 5.658 14.906 25.618 -0.004 0.339 0.311
O 5.701 5.602 24.607 -0.061 -0.19 0.127
O 14.211 10.635 25.174 0.345 0.328 0.078
O 12.696 18.498 29.507 0.3 -0.234 0.129
O 12.733 17.438 31.943 0.058 -0.278 -0.246
O 16.628 17.39 25.723 0.034 -0.033 -0.079
O 6.269 7.655 28.924 -0.227 0.319 -0.385
O 7.236 11.973 34.504 0.119 -0.596 0.005
O 8.699 13.548 33.026 -0.176 0.413 -0.025
O 21.098 21.238 32.874 0.36 -0.053 -0.231
O 17.858 7.227 34.403 -0.333 0.189 -0.128
O 4.415 9.32 0.144 0.326 -0.03 -0.059
O 14.118 17.15 34.179 0.162 0.277 0.233
O 11.874 11.768 24.725 0.164 0.088 0.407
O 13.234 14.678 33.894 -0.361 0.161 -0.095
O 20.784 10.123 34.402 0.192 0.228 -0.188
O 11.027 6.387 33.086 -0.418 -0.384 0.262
O 15.523 9.877 27.329 0.127 0.348 0.216
O 19.927 16.17 31.532 0.346 0.229 -0.459
O 10.997 8.992 33.254 0.17 0.445 -0.661
O 8.433 19.499 30.445 -0.216 -0.462 0.256
O 7.431 10.275 24.916 -0.392 0.462 0.16
O 8.853 20.532 28.08 -0.024 -0.176 -0.495
O 6.371 17.053 30.224 0.099 0.015 -0.217
O 20.155 14.95 33.83 -0.546 0.309 -0.225
O 13.858 12.237 33.264 0.033 0.21 -0.373
O 16.324 19.561 33.022 -0.044 0.057 -0.587
O 8.31 6.107 33.905 0.418 0.204 0.04
O 10.701 16.844 30.212 0.108 -0.221 -0.614
O 7.079 20.214 34.371 -0.437 0.376 0.008
O 6.74 18.975 28.493 -0.273 0.267 -0.608
O 6.181 7.161 32.686 0.167 0.108 -0.231
O 10.882 18.445 25.004 -0.045 0.267 0.316
O 14.572 8.082 25.551 0.139 0.165 -0.138
O 13.361 9.445 29.605 0.2 -0.596 0.004
O 5.497 12.019 29.895 -0.069 -0.015 -0.512
O 19.533 19.915 28.433 0.055 0.128 0.272
O 10.479 6.363 28.347 0.176 0.106 -0.133
O 15.73 19.781 25.635 0.051 0.097 -0.194
O 16.161 13.533 25.715 -0.303 -0.604 -0.011
O 17.052 7.819 27.465 0.061 0.104 -0.622
O 9.155 20.079 32.923 0.044 -0.356 0.095
O 8.479 16.04 23.169 0.228 -0.301 0.49
O 16.391 11.53 33.196 0.185 -0.071 -0.056
O 14.699 15.161 24.189 -0.056 -0.083 -0.167
O 17.486 13.792 32.558 0.326 0.239 -0.373
O 18.619 9.453 33.134 -0.595 0.156 -0.064
O 19.681 14.083 24.618 -0.231 -0.529 -0.127
O 10.531 15.206 32.138 0.561 -0.033 -0.075
O 10.514 12.904 30.177 -0.12 -0.062 0.687
O 19.97 11.692 27.369 0.223 0.219 -0.004
O 18.767 18.117 30.278 -0.304 0.27 0.238
O 10.388 16.293 26.587 0.015 0.097 0.181
O 12.406 17.951 27.009 0.507 -0.065 0.042
O 13.082 13.56 29.633 -0.107 0.647 -0.241
O 8.434 16.711 31.811 0.158 0.285 0.477
O 20.432 10.999 31.899 0.39 -0.418 0.063
O 13.709 19.56 33.241 -0.482 0.171 -0.347
O 5.527 13.779 23.191 0.587 -0.255 0.28
O 14.594 10.064 31.958 -0.028 -0.595 -0.138
O 8.174 14.91 26.235 -0.278 -0.261 -0.15
O 12.526 11.427 31.021 -0.277 -0.047 0.573
O 15.544 14.023 30.697 0.148 -0.076 0.212
O 12.3 9.203 24.025 0.363 -0.219 -0.074
O 8.846 14.922 30.065 -0.57 0.143 -0.187
O 7.127 17.077 25.201 -0.002 0.267 0.135
O 11.228 13.14 33.545 -0.153 -0.389 0.048
O 9.22 4.163 0.064 -0.1 -0.334 -0.131
O 10.925 19.109 31.372 0.129 0.209 0.387
O 13.306 7.597 33.023 0.43 0.557 0.278
O 14.858 11.648 29.846 0.282 -0.132 -0.06
O 20.151 20.662 25.92 -0.039 -0.245 -0.202
O 14.221 5.534 25.864 -0.686 0.077 0.322
O 12.805 5.613 31.36 0.033 -0.407 -0.445
O 17.764 6.514 22.388 -0.4 0.1 -0.287
O 9.742 9.336 24.445 -0.082 -0.06 0.454
O 9.859 13.94 27.911 0.273 -0.111 -0.145
O 16.356 8.891 29.733 -0.195 0.534 0.34
O 10.125 21.465 30.918 -0.179 0.159 -0.481
O 14.936 7.098 30.951 -0.269 0.002 -0.088
O 18.856 19.996 33.432 -0.063 0.297 -0.388
O 12.415 16.275 24.944 -0.122 -0.649 0.035
O 14.422 17.814 24.406 -0.404 0.263 0.175
O 6 15.542 32.323 0.231 -0.229 0.249
O 19.853 7.209 32.678 0.201 0.115 0.217
O 11.013 13.532 22.977 0.577 0.108 -0.045
O 8.043 12.506 29.356 -0.067 -0.1 -0.652
O 17.087 15.39 27.35 -0.166 0.176 0.436
O 21.134 6.269 30.601 -0.322 -0.044 -0.1
O 6.627 3.913 21.919 -0.105 0.367 0.387
O 20.584 13.625 31.567 -0.22 0.096 0.126
O 18.073 17.582 32.788 0.038 -0.205 0.227
O 17.678 12.873 27.82 0.007 0.064 -0.011
O 11.452 20.258 27.975 0.112 0.07 -0.079
O 8.661 18.644 23.716 -0.23 0.402 0.109
O 17.151 6.384 29.628 0.307 -0.453 0.244
O 4.87 5.614 28.014 0.147 0.252 -0.225
O 16.441 6.553 24.662 0.228 -0.49 0.434
O 5.168 12.309 25.344 0.451 -0.036 0.032
O 7.229 11.755 31.801 -0.172 -0.209 0.165
O 8.298 6.182 24.378 -0.067 0.026 -0.09
O 10.095 5.207 26.086 -0.061 0.045 -0.129
O 6.535 16.435 27.652 0 -0.148 0.18
O 10.192 4.418 23.671 0.279 0.075 -0.566
O 9.306 11 33.191 0.478 0.198 -0.226
O 17.38 15.884 30.948 -0.046 0.014 -0.429
O 12.929 9.403 27.035 -0.21 -0.405 -0.435
O 6.495 17.662 22.7 -0.383 -0.47 -0.37
O 17.336 15.192 24.058 -0.149 0.076 -0.049
O 10.566 13.952 25.474 0.461 0.33 -0.204
O 15.546 15.501 32.827 0.162 0.201 -0.222
O 18.551 8.251 24.178 0.031 -0.307 0.347
O 19.196 12.094 29.828 -0.462 0.005 0.438
O 6.904 5.115 29.55 0.076 0.185 0.263
O 6.515 18.124 32.686 0.122 0.116 -0.231
O 10.911 8.983 28.558 -0.52 0.023 -0.26
O 20.751 17.631 28.569 0.054 -0.168 -0.357
O 16.369 7.859 0.824 -0.008 0.161 -0.175
O 17.956 10.284 28.245 0.326 -0.248 -0.176
O 11.763 18.224 34.349 -0.533 -0.323 -0.322
O 14.929 21.832 33.005 0.246 0.187 0.213
O 11.944 11.405 28.501 -0.206 0.317 -0.636
O 8.277 8.636 33.412 -0.234 -0.013 -0.48
O 5.644 10.1 26.752 0.021 -0.003 0.49
O 7.89 9.084 27.377 0.617 0.226 -0.273
O 17.322 7.61 31.897 -0.249 -0.194 0.21
O 8.755 7.939 29.582 -0.017 0.036 0.612
O 14.043 19.908 27.69 0.291 -0.115 0.346
O 9.297 11.991 24.317 -0.444 0.24 0.367
O 7.192 10.029 29.77 -0.321 -0.139 0.163
O 21.133 19.028 34.382 -0.246 -0.315 0.102
O 18.666 5.84 27.462 0.082 0.23 -0.354

Results
total energy: -107355.713 eV
total energy less fixed offsets of O -438.35, Si -107.03 eV per atom: -3.963 eV
